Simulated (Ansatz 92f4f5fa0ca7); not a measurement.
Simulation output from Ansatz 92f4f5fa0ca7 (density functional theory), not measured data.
Periodic cell of 430 atoms, Si266O164, from a study of silicon, its oxide and their interface. The atomic structure is a simulated model.
Doubt: the cutoff is far below the 930 eV that the study's wrapper takes by default for these files, so forces and energies are approximate.
This geometry differs little from another in the collection (a relaxation step or a small displacement).

Settings
functional: PBE
potential files: Ansatz PAW
basis: plane waves
wave-function cutoff: 580 eV
density cutoff ratio: 5
exchange-correlation grid ratio: 1
k mesh: 1 x 1 x 1, Gamma-centred
self-consistency stop: 5e-08 eV per atom in the density residual
occupations: fixed
spin: none
net charge: 0

Cell vectors (angstrom)
a 15.4687 0 0
b 0 12.8259 0
c 0 0 37.5282

Atoms and the computed forces on them: element, x, y, z (angstrom), force x, y, z (eV/angstrom)
Si -0.044 1.165 34.832 0.001 -0.002 0
Si 3.857 1.161 34.847 0 -0.001 0.001
Si 7.767 1.166 34.828 -0.002 0 0.002
Si 11.584 1.142 34.821 0.001 -0.001 0.001
Si 1.868 7.57 34.881 0.001 0 0.001
Si 5.777 7.572 34.891 0 -0.002 0.001
Si 9.694 7.591 34.865 0 -0.002 0.001
Si 13.472 7.581 34.848 -0.001 0 0
Si 1.934 5.247 35.261 -0.016 -0.227 0.205
Si 5.801 5.247 35.261 -0.005 -0.081 0.169
Si 9.668 5.247 35.261 0.235 -0.144 -0.462
Si 13.535 5.247 35.261 -0.352 0.017 0.384
Si 0 11.66 35.261 0.031 0.082 -0.272
Si 3.867 11.66 35.261 -0.327 0.093 0.138
Si 7.734 11.66 35.261 0.103 0.111 0.117
Si 11.602 11.66 35.261 0.044 -0.23 -0.398
Si 0 4.664 36.498 -0.016 -0.028 -0.013
Si 3.867 4.664 36.498 0.021 0.019 0.033
Si 7.734 4.664 36.498 -0.025 -0.017 -0.062
Si 11.602 4.664 36.498 0.046 0.116 0.118
Si 1.934 11.077 36.498 0.067 0.09 0.015
Si 5.801 11.077 36.498 0.033 -0.023 -0.077
Si 9.668 11.077 36.498 -0.011 -0.082 -0.075
Si 13.535 11.077 36.498 -0.003 -0.097 -0.095
Si 0 2.332 36.91 -0.114 0.016 -0.115
Si 3.867 2.332 36.91 -0.05 0.014 -0.02
Si 7.734 2.332 36.91 0.091 -0.032 -0.145
Si 11.602 2.332 36.91 -0.064 -0.039 -0.23
Si 1.934 8.745 36.91 -0.141 0.001 0.236
Si 5.801 8.745 36.91 0.001 0.035 0.297
Si 9.668 8.745 36.91 0.167 0.032 0.192
Si 13.535 8.745 36.91 -0.185 -0.018 0.049
Si 1.934 1.749 0.619 0.02 -0.021 -0.058
Si 5.801 1.749 0.619 0.018 -0.033 -0.061
Si 9.668 1.749 0.619 0.002 -0.003 -0.023
Si 13.535 1.749 0.619 0.044 -0.018 -0.041
Si 0 8.162 0.619 0.038 0.009 0.008
Si 3.867 8.162 0.619 0.025 -0.004 0.011
Si 7.734 8.162 0.619 0.005 0.007 -0.018
Si 11.602 8.162 0.619 -0.016 0.047 0.072
Si 0 5.83 1.031 0.014 -0.022 -0.022
Si 3.867 5.83 1.031 0 0.005 0.028
Si 7.734 5.83 1.031 0.03 -0.015 -0.01
Si 11.602 5.83 1.031 -0.06 -0.035 0.032
Si 1.934 12.243 1.031 -0.07 -0.075 -0.009
Si 5.801 12.243 1.031 -0.043 0.012 0.023
Si 9.668 12.243 1.031 0.012 0 -0.01
Si 13.535 12.243 1.031 -0.006 0.026 0.022
Si 1.934 5.247 2.268 -0.084 -0.057 -0.37
Si 5.801 5.247 2.268 0.195 -0.027 -0.085
Si 9.668 5.247 2.268 -0.014 0.02 0.032
Si 13.535 5.247 2.268 -0.056 0.013 0.034
Si 0 11.66 2.268 0.145 -0.006 -0.137
Si 3.867 11.66 2.268 -0.004 -0.012 -0.031
Si 7.734 11.66 2.268 0.078 -0.009 -0.079
Si 11.602 11.66 2.268 0.013 -0.009 -0.09
Si 1.934 2.915 2.68 -0.022 -0.021 0.012
Si 5.801 2.915 2.68 -0.036 0.025 0.022
Si 9.668 2.915 2.68 0.006 -0.007 -0.001
Si 13.535 2.915 2.68 -0.043 -0.025 -0.006
Si 0 9.328 2.68 -0.042 0.043 0.036
Si 3.867 9.328 2.68 -0.029 0.067 0.06
Si 7.734 9.328 2.68 0.008 0.023 0.01
Si 11.602 9.328 2.68 0.016 0.036 0.075
Si 0.746 0.246 27.39 -0.001 0.002 0.002
Si 3.718 1.121 27.309 0.003 -0.002 0.006
Si 8.989 0.108 25.369 -0.001 0.001 -0.004
Si 11.398 -1.59 26.45 0 0 0.001
Si 0.757 5.669 27.244 -0.001 0.001 0.008
Si 5.635 6.79 27.867 0 0.004 0.008
Si 8.672 6.992 27.341 0.002 0 0
Si 13.272 6.574 28.166 0.003 0 0
Si 1.515 5.009 29.336 -0.007 0.003 0.003
Si 4.888 3.853 28.027 -0.002 0.002 0.011
Si 9.098 4.552 25.371 -0.001 0.003 -0.002
Si 12.68 3.963 29.594 -0.002 0.004 0.003
Si 0.339 10.041 28.246 0.001 -0.002 0.006
Si 4.111 9.403 28.717 -0.001 -0.004 0.001
Si 7.4 11.176 28.991 -0.005 0.004 -0.006
Si 11.557 11.094 28.866 0.004 0.003 0.005
Si -0.381 3.753 30.154 0.002 0.007 0.004
Si 3.505 3.772 29.933 0.004 0.002 0.001
Si 7.627 2.798 29.28 0.002 0.001 -0.001
Si 11.865 2.028 28.421 0.001 -0.003 -0.003
Si 1.989 9.333 29.786 -0.007 -0.001 0.001
Si 5.876 9.794 30.186 0.003 0.002 0.003
Si 9.533 10.108 29.718 0.003 0.001 0.004
Si 13.651 10.025 29.603 -0.004 0.002 -0.001
Si -0.019 1.408 30.303 0.002 -0.005 0.001
Si 3.707 1.388 30.387 0.004 -0.003 -0.007
Si 7.573 0.579 30.13 0.001 -0.005 0.004
Si 11.532 0.397 30.068 -0.001 -0.009 0.005
Si 1.839 7.104 30.525 0.003 0 0.001
Si 5.897 7.5 30.744 -0.02 -0.002 -0.005
Si 9.511 7.735 30.249 0 -0.002 -0.007
Si 13.531 7.709 30.218 0.001 0.003 0.001
Si 1.836 0.523 31.511 -0.003 0.003 0.004
Si 5.68 0.603 31.557 0 0.003 0.003
Si 9.575 0.459 31.44 -0.001 0.003 0.003
Si 13.504 0.532 31.416 -0.001 -0.001 0.002
Si -0.161 7.008 31.695 0.001 -0.005 0.001
Si 3.834 6.981 31.776 0.007 -0.003 -0.002
Si 7.864 6.966 31.783 0.008 0.002 0.006
Si 11.556 7.085 31.387 -0.003 0.001 0.005
Si -0.107 4.717 32.229 0.001 0.003 -0.003
Si 3.91 4.676 32.061 -0.003 0.004 0.004
Si 7.805 4.607 32.014 -0.006 -0.005 -0.003
Si 11.699 4.692 31.754 0.003 -0.002 -0.001
Si 1.904 10.902 31.773 0.001 -0.002 -0.001
Si 5.655 11.104 32.092 -0.001 -0.002 0.005
Si 9.599 11.001 31.943 0.003 0 -0.002
Si 13.62 11.038 31.816 -0.001 -0.001 -0.001
Si 1.936 4.051 33.224 0.003 -0.002 0
Si 5.854 4.048 33.233 0 -0.002 0.001
Si 9.784 4.046 33.119 0.002 -0.001 0.004
Si 13.422 4.056 33.268 -0.001 -0.003 0
Si 0.01 10.499 33.161 -0.003 -0.002 0.002
Si 3.742 10.479 33.232 0.004 -0.001 0.002
Si 7.671 10.504 33.219 -0.003 0 0.002
Si 11.625 10.498 33.111 0 -0.002 -0.001
Si 1.903 1.692 33.601 -0.001 0.002 0.002
Si 5.814 1.728 33.628 0 -0.001 0.001
Si 9.688 1.705 33.504 -0.001 -0.002 -0.002
Si 13.482 1.703 33.536 0.001 0.003 0.002
Si -0.065 8.215 33.681 0 0.005 0.004
Si 3.81 8.193 33.745 0 0.001 0.003
Si 7.727 8.198 33.745 -0.002 0.003 0.005
Si 11.576 8.163 33.529 0.001 0.002 0.001
Si 0 2.332 3.917 0.045 0.058 0.06
Si 3.867 2.332 3.917 0.106 -0.237 -0.282
Si 7.734 2.332 3.917 0.135 0.122 0.233
Si 11.602 2.332 3.917 -0.002 -0.001 -0.127
Si 1.934 8.745 3.917 -0.041 0.285 0.118
Si 5.801 8.745 3.917 0.204 -0.014 0.078
Si 9.668 8.745 3.917 -0.147 0.07 0.178
Si 13.535 8.745 3.917 0.061 0.105 0.081
Si 1.92 6.428 4.272 0 -0.002 0.001
Si 5.856 6.42 4.317 0.001 0 0.001
Si 9.659 6.422 4.328 -0.002 -0.001 0.003
Si 13.525 6.427 4.33 -0.001 -0.001 0.001
Si 0.045 12.814 4.317 -0.002 -0.001 0.002
Si 3.894 12.821 4.327 0 0.002 0.002
Si 7.766 12.821 4.329 0 0.002 0.003
Si 11.621 12.823 4.32 -0.001 0.002 0.003
Si 0.018 5.879 5.53 0 -0.001 0
Si 3.868 5.801 5.394 -0.002 0 0
Si 7.769 5.865 5.638 0 -0.002 -0.001
Si 11.582 5.865 5.571 0.002 -0.001 -0.001
Si 1.976 12.26 5.588 0.001 -0.004 0
Si 5.838 12.191 5.531 -0.001 -0.002 -0.001
Si 9.701 12.213 5.562 0.002 -0.002 0.005
Si 13.575 12.23 5.508 0.002 -0.002 0
Si 0.036 3.554 5.965 -0.002 0.001 0
Si 3.895 3.524 5.915 0.004 0 -0.003
Si 7.785 3.523 6.016 0 0.003 -0.004
Si 11.632 3.551 5.931 -0.004 0.001 -0.005
Si 1.958 9.921 6.016 -0.002 0.005 0.004
Si 5.848 9.872 6.012 0 0.001 -0.001
Si 9.633 9.884 6.025 0 0.004 -0.001
Si 13.523 9.898 6 0 0.004 0.001
Si 1.997 2.967 7.16 -0.002 -0.002 0.003
Si 5.798 2.9 7.15 -0.001 -0.002 0.002
Si 9.778 2.941 7.218 0.001 -0.001 0.008
Si 13.547 2.993 7.163 0.007 -0.005 0.003
Si -0.002 9.465 7.291 0.002 0.002 0.002
Si 3.924 9.231 7.204 0 -0.001 -0.003
Si 7.732 9.366 7.399 -0.002 0.003 0
Si 11.564 9.271 7.232 0.002 -0.003 0
Si 0.059 7.109 7.55 -0.002 -0.001 0.001
Si 3.927 6.862 7.436 0.004 -0.004 -0.002
Si 7.781 6.936 7.803 0 -0.002 -0.002
Si 11.51 6.923 7.705 0 0.002 0
Si 2.028 13.476 7.634 0.008 0.005 -0.008
Si 5.891 13.424 7.519 0 0.005 -0.004
Si 9.769 13.464 7.56 -0.006 0.002 -0.012
Si 13.664 13.499 7.473 -0.008 0.006 -0.012
Si 2.013 6.504 8.731 -0.002 0.006 0.003
Si 5.765 6.076 8.721 -0.002 0.006 0.004
Si 9.645 6.137 9.103 0 -0.002 0.004
Si 13.587 6.516 8.707 0.004 0.01 0.002
Si 0.059 13.084 8.871 -0.001 -0.003 0.017
Si 4.006 12.789 8.762 0 0.002 -0.005
Si 7.816 13.151 8.833 0.001 0 0.005
Si 11.768 12.913 8.689 0.009 -0.001 0.012
Si 2.062 4.191 9.17 0 -0.006 0
Si 5.842 3.699 9.373 -0.007 -0.005 0.002
Si 9.675 3.747 9.471 -0.002 -0.007 0.001
Si 13.709 4.226 9.184 -0.014 -0.008 0.01
Si -0.104 10.78 9.323 -0.002 -0.002 -0.012
Si 3.797 10.496 9.18 0.004 -0.002 0.001
Si 9.792 10.516 10.565 -0.014 -0.001 0.016
Si 11.635 10.622 9.148 0 0 -0.016
Si 0.155 3.717 10.386 0.003 0.007 -0.001
Si 3.777 3.491 10.602 0.007 0.007 0.001
Si 7.799 2.455 10.083 0.005 0.001 0
Si 11.353 3.365 11.204 0.006 0.008 -0.015
Si 1.881 10.707 10.522 0.003 0.006 0.01
Si 6.351 10.147 11.118 0.003 -0.002 0.011
Si 7.812 10.792 9.395 0.007 0.007 -0.006
Si 13.402 10.643 10.645 0.002 -0.006 0.02
Si -0.47 1.483 10.906 0.001 -0.009 0.005
Si 3.471 0.407 11.026 0 0.001 0.009
Si 7.961 2.032 12.379 0 0.002 -0.009
Si 12.714 0.75 10.768 -0.006 0.008 0.005
Si 2.364 8.003 11.598 0 -0.008 -0.001
Si 5.389 7.482 11.512 0.003 -0.007 -0.004
Si 10.228 7.646 11.884 0.005 -0.001 0.001
Si 13.328 7.819 11.635 -0.001 -0.006 -0.003
O 13.055 12.073 11.464 0.001 0 -0.008
O 6.42 14.417 12.661 -0.004 0 0.001
O 2.161 0.869 26.842 0 0 0.001
O 9.942 -1.159 25.785 0.001 -0.001 0.002
O 14.415 7.039 12.542 -0.003 0.002 -0.001
O 6.584 8.578 11.564 -0.001 0.001 0.001
O -0.799 6.231 27.359 -0.002 0 0.001
O 7.059 7.324 27.208 0 0 0.001
O 0.218 4.88 11.565 -0.001 0 0.003
O 10.999 12.13 13.817 0.004 0.003 0.003
O 6.418 10.916 12.556 -0.002 -0.002 -0.005
O 17.617 -0.593 11.178 0 -0.004 -0.002
O 1.836 9.548 11.713 0 0.006 -0.002
O 8.339 3.432 13.156 -0.001 0 0.003
O 10.546 5.535 14.853 0.004 -0.001 -0.001
O 11.159 4.12 12.653 0.004 -0.004 -0.003
O 1.571 6.997 12.593 -0.001 0 -0.002
O 3.934 7.994 12.028 -0.001 0.002 0
O 15.528 13.799 12.421 -0.001 0.003 -0.01
O 9.494 7.408 13.309 0 0.001 -0.001
O 9.002 13.791 13.043 0 0.002 0.003
O 9.632 11.741 11.65 0 -0.003 -0.007
O 4.37 12.857 12.34 -0.003 0 -0.003
O 3.89 4.447 11.954 -0.003 -0.004 -0.002
O 4.748 0.123 26.518 -0.001 0.002 0.002
O 5.04 10.555 25.339 -0.001 0 0.003
O 10.065 3.366 25.928 0 -0.003 0.005
O 4.139 2.7 27.082 0.002 0.003 -0.004
O 0.223 13.861 28.707 0.001 -0.001 -0.002
O 1.65 6.866 26.52 0.001 -0.001 0.002
O 3.742 -2.863 23.035 0 0 0.002
O 7.449 12.488 24.966 0 0 0.003
O 11.672 9.702 25.923 0.001 0 0.001
O 4.529 8.018 27.826 -0.002 0.002 -0.001
O 12.268 7.49 27.243 0 0 0.001
O 13.08 1.531 27.404 -0.001 0.002 0.004
O 15.093 0.329 26.21 0.002 0 0.002
O 0.743 4.244 26.402 0 0 0
O 9.659 8.127 26.663 -0.002 -0.001 0.002
O 12.575 -0.592 25.858 0 0 0.002
Si 8.766 9.704 19.521 0 -0.001 0.001
Si 5.843 7.393 23.365 0 0 -0.001
Si 5.177 -1.443 26.754 0.002 0 0.001
Si 3.059 -2.225 21.695 0 0 0
Si 2.288 5.476 21.261 0 0 0
Si 9.506 12.249 13.193 0.001 0.004 0.001
Si 9.276 6.539 14.665 -0.002 -0.001 0
Si 3.923 2.299 15.808 0.001 0.005 -0.002
Si 3.619 3.411 23.378 0 0 -0.002
Si 12.828 -0.689 19.423 0.019 -0.001 0
Si 14.179 2.661 23.712 -0.001 0.001 -0.002
Si 11.236 8.147 26.159 -0.001 -0.001 -0.002
Si 4.039 9.49 24.576 0.001 0.001 -0.002
Si 9.867 2.384 27.229 -0.003 0.004 -0.003
Si 11.027 14.421 18.974 0 0.004 0.001
Si 4.84 5.132 13.091 0.004 0.003 -0.001
Si 7.413 4.17 14.264 0.002 0.001 -0.001
Si 0.563 6.727 23.343 -0.001 0 -0.002
Si 13.52 0.736 26.056 -0.002 -0.001 -0.003
Si 6.599 4.515 23.842 0 0.001 -0.003
Si 8.909 12.71 19.993 0 0.001 0.001
Si 15.168 8.163 16.147 0.002 0.001 0.001
Si 6.572 13.903 21.044 0 0.002 0.001
Si 5.505 9.234 16.37 0 0.002 0
Si 11.973 2.175 16.383 -0.001 0.002 0.001
Si 11.587 4.467 14.198 0.004 0 0.006
Si 1.349 8.322 25.802 0 -0.001 -0.005
Si 14.602 7.721 19.106 -0.002 0 0.001
Si -0.417 13.18 13.847 -0.004 -0.005 0.005
Si 4.079 0.508 22.389 0 0 -0.001
Si 5.256 13.629 13.469 0.004 0.002 0
Si 4.915 6.642 20.434 0 0 0
Si 7.426 5.183 19.108 0 0 0
Si 12.245 12.582 14.752 -0.002 -0.005 0
Si 12.666 1.446 21.45 0 -0.003 -0.001
Si 2.84 7.963 16.709 0 0 0
Si 6.633 12.447 23.547 0.001 0 0
Si 1.272 1.151 16.508 -0.005 0.005 0.009
Si 8.014 7.704 17.231 -0.001 0.001 0
Si 7.653 9.733 22.237 0.001 0 0
Si 6.262 3.656 16.805 0.002 0 0.001
Si -0.745 15.982 17.348 0.001 -0.003 -0.006
Si 9.917 14.05 22.53 0 0 -0.001
Si 3.898 5.247 15.837 0 0.001 0
Si 14.418 5.376 15.105 0.003 -0.003 0.005
Si 15.716 6.057 12.666 0 -0.001 0.001
Si 0.076 11.679 18.015 -0.016 0.029 -0.01
Si 1.14 3.945 24.849 -0.001 0 -0.004
Si 13.517 5.364 22.568 0 0 0
Si 4.228 9.273 18.998 0.001 0 0
Si -0.933 10.749 15.198 -0.006 0.001 0.001
Si 10.313 8.83 21.815 0.002 0 0
Si 10.792 6.436 23.532 0.001 0.001 -0.001
Si 0.384 9.832 20.529 -0.001 -0.002 0.003
Si 8.123 3.549 21.323 -0.001 0.001 -0.001
Si 6.784 11.219 14.123 0 0.001 0.001
Si 14.984 4.799 19.892 -0.001 0 0.001
Si 12.945 9.497 20.709 -0.003 0.003 -0.004
O 7.505 9.663 20.594 -0.001 0 0.001
O 0.385 8.288 20 0.001 0 0.001
O 9.069 7.479 15.991 0.001 0 0
O 15.374 10.926 16.587 -0.006 0.015 0.026
O 9.987 7.391 22.495 0.001 0.001 0.001
O 0.24 5.305 14.113 0.002 0.001 -0.002
O 8.441 9.039 18.08 -0.001 0 0
O 14.361 6.831 15.762 -0.001 -0.007 0.001
O 7.164 0.831 22.571 0.001 0 0.002
O 11.392 7.31 24.772 0 0 0.003
O 0.669 10.796 19.239 -0.002 0.001 -0.002
O 6.094 5.655 19.925 0 0.001 0.001
O 3.19 3.768 15.805 0.001 0 -0.001
O 1.678 6.739 22.138 0 0.001 0.001
O 2.995 -0.606 21.919 0 0 0.001
O 9.006 1.077 26.689 0.001 0.003 0.004
O 11.89 9.258 21.939 0 0.002 -0.003
O 9.266 9.864 22.556 0 0.001 0.001
O 8.565 4.611 20.153 -0.001 0 0.001
O 6.508 7.97 16.654 0 0.001 0.001
O -0.242 11.548 13.945 -0.001 0.002 0.002
O 5.166 9.982 17.824 0 0 0.001
O 0.285 2.727 24.167 0.001 -0.001 0.003
O 7.433 3.383 15.691 -0.002 0.003 0.001
O 14.636 8.473 17.665 0 -0.001 0.002
O 13.53 2.139 16.9 0.004 0.006 0.001
O 1.338 8.144 16.104 0 0.002 0.001
O 2.726 3.618 24.724 0.001 0 0.003
O 5.023 -0.092 23.599 -0.002 0 0.002
O 8.42 11.427 14.132 -0.003 -0.002 0.003
O 11.59 13.492 15.921 0 -0.002 0
O 3.813 -2.593 20.268 0 0.001 0.001
O 13.093 5.071 14.216 -0.007 -0.004 0.003
O 7.9 5.695 14.474 0.002 0.002 0
O 7.624 3.933 24.982 0.001 0.001 0.003
O 4.836 8.082 24.436 0 0 0.002
O -0.985 6.666 22.82 0 0 0.001
O 4.048 8.672 15.822 -0.001 0 0.001
O 2.917 8.648 18.207 0 0.001 0.001
O 3.06 4.391 22.207 0 0 0.001
O 6.39 6.094 24.171 -0.001 0 0.002
O 5.403 5.022 16.458 -0.001 0.001 0
O 11.069 2.58 17.684 0.002 -0.001 0.001
O 9.226 11.267 19.309 0.001 0.002 0.001
O -0.695 6.124 18.963 -0.001 -0.001 0.001
O 4.973 13.673 21.054 -0.001 0 0
O 13.978 2.092 22.184 0 0 0.003
O 9.453 14.063 19.239 0 -0.001 0.001
O 9.329 2.663 21.982 -0.001 0.002 0.001
O 9.962 8.818 20.214 0 -0.001 0.001
O 3.38 1.871 22.901 0 0 0.001
O 11.916 2.246 20.203 0.001 -0.001 0.003
O 5.961 12.581 14.499 -0.001 0.001 -0.001
O 3.945 5.781 14.288 0.001 0 -0.001
O -1.571 4.771 21.103 0 0 0.001
O -1.079 10.081 21.241 0 0 0.002
O 4.865 10.219 10.436 -0.005 0.002 -0.004
O 4.333 14.666 14.3 -0.003 0.001 0.001
O 9.804 5.266 24.086 0 0 0.003
O 2.691 9.207 25.471 -0.001 0 0.002
O 1.107 12.871 17.684 -0.023 -0.028 -0.003
O 11.613 3.154 15.151 -0.002 0.006 -0.002
O 14.573 4.416 16.373 0.006 -0.004 0
O 5.189 3.693 23.754 0 0 0.002
O 7.28 12.84 20.039 0 -0.001 0
O 13.21 8.101 19.89 -0.001 0.002 0.002
O 14.637 3.538 18.929 -0.001 0 0.002
O 0.731 2.543 17.127 -0.005 -0.014 0.001
O 3.113 6.342 16.747 -0.001 0.002 0
O 5.043 6.912 22.035 0 0.001 0.002
O 5.079 8.025 19.605 0 0 0.001
O 13.146 12.826 20.872 -0.007 -0.007 -0.012
O 6.976 15.414 20.664 -0.001 0 0
O 16.52 4.746 20.467 0 0 0.001
O 7.009 3.896 18.205 -0.002 0 -0.002
O 0.83 5.329 24.089 0 -0.002 0.005
O 13.375 1.723 24.771 0 0.001 0.002
O 3.413 6.021 20.207 0 0 0
O 2.876 1.191 16.324 0.002 -0.001 0.001
O 0.664 8.008 24.344 0 0.001 0.003
O 14.625 9.159 14.972 -0.001 0.004 0.002
O 5.23 2.383 16.8 0.002 0.003 -0.001
O 12.356 10.6 19.656 0.011 0.01 0.002
O 6.261 10.136 15.231 0.001 0.002 -0.001
O 7.05 8.396 22.937 0 0 0.001
O 9.568 12.805 21.503 0 0.001 0.002
O 13.64 4.205 23.719 0 -0.001 0.002
O 11.975 5.82 22.616 -0.001 0 0.002
O 6.864 11.016 22.816 0 0 0.001
O 11.648 12.941 18.667 0.005 -0.004 0
O 1.53 10.056 21.639 0 -0.001 0
O 0.49 0.938 15.08 -0.003 -0.001 -0.004
O 11.538 14.157 22.608 0 0.003 0
O 8.037 6.393 18.206 -0.001 0.001 0
O 13.436 13.49 14.038 0.002 0 0.002
O 9.54 13.732 24.072 -0.001 0.001 0.004
O 7.383 4.451 22.436 -0.001 0.001 0.002
O -1.358 -0.557 18.458 0.024 -0.013 0.008
O 13.613 20.295 10.071 -0.001 -0.001 0.001
O 12.982 11.247 15.35 0 0.004 -0.002
O 4.041 10.706 27.715 0 0 0.001
O 2.121 7.494 10.064 0 0.002 0.001
O 15.827 -3.674 26.829 -0.002 0.003 0.007
O 11.663 1.773 11.564 0.002 0.004 0
O -10.244 6.992 9.986 0 0.002 0.003
O 5.069 5.341 27.276 0 -0.005 -0.002
O 5.868 -8.75 13.753 -0.002 0.003 0
O 9.652 6.721 10.665 0.001 0.002 0
O 8.934 5.594 26.592 -0.001 -0.001 0
O 0.914 11.514 27.813 0.001 0.002 0.001
O -6.324 6.829 28.894 0.001 0.001 0.005
O 3.853 13.52 28.883 -0.001 0 0.001
O 5.936 6.458 29.434 0.002 -0.001 0.002
O 13.472 9.446 11.787 0 0.006 -0.005
O 5.835 6.238 12.436 -0.004 0 0
O 12.634 4.045 10.453 -0.004 -0.011 0.003
O 7.691 3.798 30.57 0.001 0.001 0.004
O 11.826 7.365 12.073 -0.002 0.001 -0.001
O 3.18 14.855 11.135 0.001 0.004 -0.002
O 8.98 15.92 28.407 -0.001 0 0.001
O 9.923 -3.644 11.498 0.001 0.004 -0.004
O -3.022 5.18 28.467 0.003 0.001 0.002
O 6.678 11.271 27.458 0.003 0 0.007
O 6.368 16.054 28.337 0 0 -0.002

Results
free energy: -262373.672 eV
free energy less fixed offsets of O -568.88, Si -635.61 eV per atom: -5.092 eV

The program warned: the cutoff lies below the one the program advises for these potential files; the exchange-correlation potential is rough where the density is thin.
